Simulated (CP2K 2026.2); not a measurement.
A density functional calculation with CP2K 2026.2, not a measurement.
Periodic cell of 1152 atoms, Si864O288, from a study of silicon, its oxide and their interface. The atomic structure is a simulated model.
Doubt: the forces sum to 3.83 eV/angstrom along one axis rather than to zero, so they err by at least 0.0033 eV/angstrom per atom on average; the grid cutoff is modest.

Settings: functional PBE; method Gaussian and plane waves; basis set DZVP-MOLOPT-SR-GTH; pseudopotentials GTH-PBE; grid cutoff 350 Ry, relative cutoff 50 Ry; k points Gamma only; occupations fixed; spin none; net charge 0.

Cell vectors (angstrom)
a 32.64 0 0
b 0 16.32 0
c -0.5816 -6.2036 38.5949

Atoms: element, x, y, z (angstrom)
Si 1.6757 14.8637 0.1886
Si 3.6926 1.4844 0.0224
Si 1.1633 -2.2178 38.5694
Si 4.233 6.4732 0.1116
Si 1.1949 9.7736 0.2797
Si 3.9219 12.6471 0.1614
Si 6.4401 8.4538 38.5353
Si 9.7065 1.1512 0.07
Si 6.5292 4.3174 0.1095
Si 9.8343 6.4847 0.1217
Si 6.5294 9.5018 0.0656
Si 8.6543 6.2155 38.5744
Si 11.2608 8.9305 38.5829
Si 14.8419 0.953 0.1368
Si 12.1298 4.3225 0.0244
Si 14.6409 7.0883 0.0826
Si 12.4198 9.264 0.0227
Si 15.3562 12.2766 0.0465
Si 18.025 14.5756 0.0987
Si 19.5703 -4.6536 38.5379
Si 17.3385 -2.4674 38.5237
Si 20.6972 6.6174 0.002
Si 17.4622 10.0231 0.2239
Si 20.3212 12.4588 0.2701
Si 23.3081 14.5567 0.1476
Si 25.6195 -4.9764 38.5792
Si 22.2695 -1.8578 38.4723
Si 25.704 7.1321 0.0758
Si 23.3432 9.1898 0.1351
Si 25.0335 6.2504 38.5606
Si 27.7689 9.0445 38.5759
Si 31.0424 1.6413 0.0594
Si 28.6975 3.7678 0.0946
Si 30.3418 0.9064 38.4914
Si 28.8588 9.4689 0.2291
Si 31.5874 12.0246 0.2379
Si 2.7095 0.0673 1.5839
Si 5.3904 2.6351 1.2777
Si 2.7703 5.3684 1.5311
Si 5.2004 8.1884 1.4172
Si 2.7728 10.9944 1.4596
Si 5.4938 13.698 1.4671
Si 8.1261 -0.047 1.3036
Si 10.9397 2.7052 1.3102
Si 8.1384 5.4507 1.3808
Si 10.8985 8.1353 1.4162
Si 8.0308 10.8806 1.2893
Si 10.781 13.5543 1.3354
Si 13.4543 -0.2242 1.4976
Si 16.3456 2.5072 1.2234
Si 13.6214 5.4598 1.414
Si 16.2728 8.2843 1.3036
Si 13.6294 10.9773 1.1636
Si 16.4652 13.5915 1.5823
Si 19.0597 -0.0141 1.316
Si 21.7341 2.7534 1.2325
Si 19.0493 5.3995 1.2267
Si 21.8051 8.0709 1.4687
Si 19.0703 10.976 1.5823
Si 21.8486 13.5431 1.6284
Si 24.4853 0.0322 1.1625
Si 27.2352 2.6545 1.5121
Si 24.5076 5.4314 1.2296
Si 27.2179 8.2771 1.4223
Si 24.4858 10.8745 1.3334
Si 27.1955 13.6354 1.2808
Si 29.9266 0.0242 1.3533
Si 0.0424 2.8358 1.225
Si 29.8405 5.4939 1.23
Si -0.0075 8.0639 1.3175
Si 29.9932 10.9493 1.5653
Si 0.048 13.6886 1.4185
Si 1.2743 1.4579 2.7585
Si 4.1145 3.9673 2.7979
Si 1.3361 6.7661 2.744
Si 3.9818 9.55 2.8345
Si 1.3981 12.3333 2.8088
Si 4.1458 15.0453 2.8435
Si 6.7778 1.3257 2.6667
Si 9.5122 4.0351 2.69
Si 6.7535 6.8582 2.6921
Si 9.4536 9.5275 2.6526
Si 6.7779 12.2277 2.7676
Si 9.4693 14.9363 2.723
Si 12.2169 1.3335 2.7475
Si 15.0215 3.9866 2.6017
Si 12.2347 6.7745 2.8012
Si 14.9208 9.6132 2.6868
Si 12.2379 12.2245 2.6233
Si 14.9419 14.8685 2.8104
Si 17.6724 1.2764 2.7169
Si 20.387 4.0752 2.6682
Si 17.6684 6.8094 2.5743
Si 20.4186 9.4709 2.7627
Si 17.7536 12.2707 2.9844
Si 20.4378 15.0182 2.7667
Si 23.1293 1.3809 2.5779
Si 25.8172 4.0913 2.6793
Si 23.1825 6.7125 2.7607
Si 25.8525 9.5952 2.7654
Si 23.1687 12.1197 2.8508
Si 25.8215 14.9996 2.6485
Si 28.6072 1.3196 2.8202
Si 31.2788 4.1605 2.613
Si 28.5379 6.813 2.7003
Si 31.3595 9.4853 2.7928
Si 28.527 12.3174 2.7411
Si 31.269 15.0018 2.7306
Si -0.0401 0.0517 4.1059
Si 2.6896 2.7127 4.1549
Si -0.0343 5.4368 4.0919
Si 2.6447 8.1577 4.1367
Si 0.0475 10.8988 4.1275
Si 2.7609 13.6618 4.1591
Si 5.4875 0.0546 4.1674
Si 8.1492 2.6869 4.044
Si 5.4616 5.4282 4.0744
Si 8.1329 8.1779 4.0664
Si 5.4242 10.8735 4.1344
Si 8.1487 13.584 4.1159
Si 10.837 -0.0164 4.0862
Si 13.6315 2.7022 4.0387
Si 10.8505 5.3987 4.0917
Si 13.6052 8.1973 4.073
Si 10.8673 10.8703 4.0034
Si 13.5693 13.511 4.1083
Si 16.2962 -0.027 4.1107
Si 19.0395 2.6948 4.0356
Si 16.3417 5.4141 3.969
Si 19.0153 8.1051 4.0458
Si 16.2933 10.8671 4.1527
Si 19.1164 13.6801 4.2064
Si 21.8093 0.0637 4.0595
Si 24.4581 2.7155 4.0162
Si 21.761 5.386 4.0804
Si 24.5078 8.1558 4.0861
Si 21.7661 10.8015 4.1628
Si 24.5164 13.6054 4.0815
Si 27.1842 -0.0298 4.0992
Si 29.9662 2.7694 4.0567
Si 27.185 5.4446 4.0552
Si 29.9211 8.1492 4.0918
Si 27.2055 10.9384 4.122
Si 29.9088 13.643 4.097
Si 1.3832 -1.3545 21.6916
Si 4.0286 1.3533 21.7102
Si 1.3746 4.0651 21.7031
Si 4.066 6.8063 21.7234
Si 1.3608 9.5172 21.7122
Si 4.0989 12.2551 21.7186
Si 6.7973 -1.3598 21.7333
Si 9.4945 1.3546 21.7386
Si 6.7624 4.1023 21.7118
Si 9.5078 6.8547 21.688
Si 6.8069 9.5789 21.7041
Si 9.5021 12.266 21.7429
Si 12.2537 -1.328 21.7751
Si 14.96 1.365 21.8268
Si 12.2351 4.086 21.7306
Si 14.9723 6.8091 21.7559
Si 12.2315 9.5853 21.753
Si 14.9656 12.28 21.825
Si 17.6632 -1.3424 21.871
Si 20.4138 1.3368 21.886
Si 17.7026 4.0561 21.826
Si 20.3944 6.7359 21.7989
Si 17.6701 9.528 21.8095
Si 20.3964 12.2259 21.852
Si 23.0761 -1.3664 21.7861
Si 25.8343 1.3168 21.7104
Si 23.0941 4.0607 21.7721
Si 25.8547 6.7847 21.7497
Si 23.1419 9.5147 21.7996
Si 25.8334 12.1786 21.7088
Si 28.5606 -1.4047 21.7106
Si 31.3474 1.3475 21.6592
Si 28.6053 4.0972 21.68
Si 31.3088 6.7961 21.6743
Si 28.5499 9.4987 21.6671
Si 31.2811 12.2367 21.7176
Si 2.7105 -0.0249 23.107
Si 5.3465 2.7535 23.04
Si 2.7049 5.4254 23.0862
Si 5.4226 8.2303 23.015
Si 2.71 10.9074 23.0441
Si 5.4559 -2.7198 23.1065
Si 8.114 0.0151 23.1097
Si 10.894 2.6887 23.0653
Si 8.152 5.4845 23.0123
Si 10.796 8.2701 23.0612
Si 8.1381 10.9246 23.1231
Si 10.8486 -2.6722 23.0801
Si 13.6033 0 23.1976
Si 16.3109 2.7376 23.1909
Si 13.552 5.4932 23.0737
Si 16.3339 8.1309 23.1512
Si 13.5883 10.921 23.1532
Si 16.2957 -2.6902 23.2524
Si 19.0172 -0.0002 23.27
Si 21.7945 2.7283 23.2317
Si 19.0672 5.3787 23.2279
Si 21.8157 8.0684 23.0959
Si 19.0154 10.866 23.2087
Si 21.7633 -2.7241 23.2123
Si 24.4364 0.0144 23.1058
Si 27.2794 2.6647 22.9683
Si 24.5217 5.3709 23.0865
Si 27.2006 8.1956 23.0752
Si 24.4955 10.901 23.1727
Si 27.191 -2.8006 23.0445
Si 30.0351 -0.0714 22.9725
Si 0.0182 2.7108 23.0601
Si 29.9467 5.4835 23.0446
Si 0.0285 8.1154 23.0622
Si 29.9189 10.8214 23.0195
Si 0.0156 -2.6879 23.0422
Si 1.3147 1.3124 24.4632
Si 4.0391 4.0852 24.4794
Si 1.3636 6.7651 24.4691
Si 4.057 9.5576 24.3991
Si 1.3601 12.2846 24.385
Si 4.0926 -1.3873 24.471
Si 6.6442 1.3706 24.3769
Si 9.5082 4.0786 24.3124
Si 6.8153 6.9036 24.3322
Si 9.4791 9.6002 24.5241
Si 6.8059 12.278 24.517
Si 9.5101 -1.3267 24.4721
Si 12.2024 1.35 24.518
Si 14.8856 4.1434 24.4495
Si 12.1546 6.9083 24.3462
Si 14.9448 9.4948 24.4705
Si 12.1879 12.3245 24.4647
Si 14.9275 -1.3246 24.6526
Si 17.6484 1.4051 24.639
Si 20.4281 4.0379 24.6676
Si 17.6784 6.7513 24.544
Si 20.4159 9.379 24.4188
Si 17.6613 12.2618 24.6153
Si 20.4044 -1.3865 24.6156
Si 23.2462 1.4385 24.5925
Si 25.9392 3.9653 24.3496
Si 23.2148 6.7379 24.4762
Si 25.8821 9.5452 24.5062
Si 23.1599 12.2685 24.5915
Si 25.7418 -1.4687 24.341
Si 28.6948 1.3015 24.2374
Si 31.3125 4.1209 24.383
Si 28.5977 6.8721 24.3976
Si 31.2845 9.4647 24.376
Si 28.5943 12.1721 24.3928
Si 31.3198 -1.38 24.458
Si -0.0475 -0.0267 25.918
Si 2.6669 2.679 25.8306
Si 0.0033 5.4363 25.8622
Si 2.7407 8.1457 25.7648
Si 0.0206 10.851 25.6489
Si 2.7119 -2.7421 25.815
Si 5.3849 0.0103 25.8653
Si 8.0486 2.7629 25.5756
Si 5.4617 5.5579 25.6597
Si 8.0873 8.2268 25.8413
Si 5.3971 10.9075 25.8067
Si 8.1765 -2.6716 25.8766
Si 10.8296 0.0228 25.9138
Si 13.5428 2.7683 25.8092
Si 10.8144 5.5096 25.6247
Si 13.4376 8.246 25.7795
Si 10.83 11.0145 25.8597
Si 13.4671 -2.6771 25.9451
Si 16.2832 0.0526 26.0513
Si 18.9485 2.7901 26.1032
Si 16.173 5.5178 25.8699
Si 19.1649 7.9833 25.8754
Si 16.2845 10.8006 25.8845
Si 19.0643 -2.7612 26.069
Si 21.7091 0.1772 25.8473
Si 24.9042 2.59 25.9597
Si 21.9961 5.3119 25.9205
Si 24.564 8.1383 25.8428
Si 21.7747 10.7386 25.736
Si 24.4533 -2.593 26.0098
Si 27.4272 -0.2786 25.3406
Si 29.9516 2.6867 25.6408
Si 27.239 5.4128 25.6025
Si 29.9162 8.2214 25.8332
Si 27.218 10.944 25.8612
Si 30.0962 -2.9249 25.7308
Si 1.5548 -1.2298 27.1706
Si 3.7308 1.0632 27.1752
Si 1.0813 3.7878 27.1559
Si 4.3515 7.0584 27.0632
Si 1.5409 9.7389 26.9618
Si 3.7941 -4.3486 27.157
Si 7.0419 -1.0626 27.1414
Si 9.1173 1.2565 26.9481
Si 7.0581 4.4175 26.878
Si 9.2859 6.5917 27.0076
Si 6.4698 9.3525 27.1654
Si 9.7212 -3.7834 27.2849
Si 11.9099 -1.512 27.3914
Si 15.0374 1.6963 27.2713
Si 12.3331 4.3966 26.9705
Si 14.4914 6.6701 27.1098
Si 12.3459 9.8377 27.1762
Si 14.6246 -4.3527 27.1085
Si 17.892 -1.1162 27.3682
Si 20.1252 1.142 27.3466
Si 17.2024 3.9736 27.2755
Si 20.8251 6.8438 27.2487
Si 17.9437 9.5725 27.0674
Si 20.2094 11.7312 27.1324
Si 22.9425 -1.1364 27.2733
Si 26.5536 0.9701 26.9869
Si 23.7907 4.2874 27.1674
Si 25.8705 6.6001 27.0398
Si 22.9014 9.2014 27.1141
Si 26.123 -3.7643 27.2221
Si 28.4753 -1.7705 26.8194
Si 31.4278 1.6592 27.1246
Si 28.7467 4.2256 26.8903
Si 30.9654 6.5444 27.1003
Si 28.8503 9.8733 27.1688
Si 31.2479 11.8996 27.1635
Si 4.8365 5.2547 33.3954
Si 3.9579 2.3072 30.0275
Si 31.6391 1.645 32.8913
Si 1.682 -0.0507 36.4175
Si 23.3002 9.7118 30.0994
Si 29.0197 1.3157 31.4215
Si 6.0052 4.3564 29.6905
Si 2.3593 5.7684 29.0854
Si 6.1399 7.0244 31.128
Si 12.1806 5.7752 33.9768
Si 17.7639 11.1962 30.9497
Si 20.4715 5.4192 30.1095
Si 10.6457 2.8766 29.0702
Si 17.2954 -4.889 33.9304
Si 14.2392 1.4878 32.0313
Si 21.226 4.6395 36.5827
Si 3.4054 -4.2865 30.0853
Si 15.3562 9.0467 33.8071
Si 21.8053 -3.1298 29.074
Si 19.2442 1.8935 32.1919
Si 16.1341 -0.2376 36.8561
Si 21.3844 6.2013 32.7937
Si 17.751 8.4694 29.921
Si 18.163 1.892 36.931
Si 18.4456 -0.9116 33.0627
Si 16.3306 -2.9102 29.3765
Si 27.5943 8.0666 29.3291
Si 23.3916 -5.4356 34.8679
Si 24.6925 -4.0274 29.9834
Si 26.1704 -2.9173 36.383
Si 30.9855 8.66 34.5527
Si 20.568 -2.1627 31.7475
Si 24.8865 0.1517 29.1926
Si 28.483 4.055 29.9048
Si 10.1423 3.7578 33.4531
Si 1.1485 8.3269 29.5291
Si 1.6869 -4.2352 34.2152
Si 13.6392 10.2249 31.465
Si 1.8235 2.4622 32.0237
Si 31.8604 6.3 36.0674
Si -0.0073 -2.5957 32.4001
Si 14.8905 -3.3038 34.5288
Si 7.8259 11.1638 29.4424
Si 9.3798 0.9953 32.6484
Si 8.7762 9.4438 34.4603
Si 8.7214 8.8256 31.3294
Si 11.6894 -3.9373 32.0105
Si 12.6344 -3.6723 36.6623
Si 16.6971 2.9056 31.4774
Si 9.2758 -1.9076 31.7944
Si 11.1226 -5.2512 34.7166
Si 14.6198 6.4662 32.5375
Si 8.5719 3.2649 31.1659
Si 13.7865 7.4519 29.9139
Si 19.3975 4.434 34.1325
Si 16.9376 3.2611 34.5884
Si 15.6499 -0.5293 33.9722
Si 24.0535 2.9231 29.8779
Si 14.2941 3.887 33.9798
Si 21.329 9.0754 33.7275
Si -0.378 7.5124 31.9446
Si 26.0483 9.4807 34.0799
Si 27.0398 5.0469 36.4955
Si 30.2289 6.4515 29.9695
Si 23.9218 1.7395 34.2705
Si 0.5737 -3.2315 29.4011
Si 2.3936 -1.4204 33.7648
Si 29.0804 0.5037 28.6213
Si 21.2753 2.3223 30.1058
Si 25.3526 7.9928 31.3918
Si 28.1703 7.8479 35.7259
Si 30.3703 -4.9098 35.6737
Si 1.8336 10.1556 36.3684
Si 4.7176 -2.2799 32.0875
Si 4.4505 4.9141 36.3489
Si 2.0286 5.5073 32.1437
Si 31.5899 1.2015 35.8222
Si 10.9554 7.9822 29.3139
Si 3.348 9.6549 34.0315
Si 6.9713 -2.4381 33.9361
Si 4.646 2.1655 32.7306
Si 5.9359 9.8746 35.8407
Si 1.4576 4.2894 36.1403
Si 6.7806 0.5723 34.399
Si 7.1334 -3.8329 36.5883
Si 9.7024 4.1677 36.5733
Si 6.9224 -2.264 30.0048
Si 19.7715 -3.2889 34.2808
Si 12.8981 0.6656 29.429
Si 23.116 4.5712 34.5114
Si 17.5378 5.4277 30.0836
Si 22.8854 -0.7996 33.1973
Si 21.2251 9.8403 36.5716
Si 7.7162 1.8454 36.9336
Si 11.1685 8.2671 35.5834
Si 15.154 8.5941 36.8832
Si 31.7214 3.789 34.7034
Si 27.8413 -4.5444 34.3389
Si 25.9908 4.9294 31.3421
Si 22.421 -2.7366 35.4994
Si 25.8717 3.9075 34.0355
Si 25.6567 -0.1149 35.8994
Si 25.4899 -1.6692 31.7248
Si 29.9099 -2.6493 33.8361
Si 14.4004 -3.4145 31.4341
Si 27.7331 -0.4676 33.5682
Si 20.2183 9.659 30.9971
Si 3.7714 9.0756 31.0812
Si 1.3518 15.013 5.4616
Si 4.072 1.3708 5.4999
Si 1.3411 4.102 5.4716
Si 4.074 6.7885 5.4305
Si 1.3481 9.5325 5.5149
Si 4.0865 12.2536 5.4924
Si 6.8198 14.9622 5.4859
Si 9.4978 1.3476 5.4433
Si 6.8199 4.0729 5.4289
Si 9.4993 6.7976 5.42
Si 6.8033 9.5216 5.4655
Si 9.5439 12.2274 5.4269
Si 12.2276 14.941 5.4262
Si 14.9606 1.3619 5.4447
Si 12.2593 4.0579 5.4133
Si 14.9848 6.7854 5.3705
Si 12.2144 9.5254 5.4181
Si 14.9334 12.208 5.5025
Si 17.6753 14.9831 5.5027
Si 20.4146 1.3791 5.4275
Si 17.6845 4.0756 5.3863
Si 20.3946 6.7674 5.4178
Si 17.6756 9.4718 5.4397
Si 20.4416 12.2337 5.4916
Si 23.1342 14.9727 5.4182
Si 25.8214 1.3672 5.4094
Si 23.1156 4.0413 5.4356
Si 25.8576 6.8024 5.4448
Si 23.1373 9.4648 5.49
Si 25.8523 12.275 5.4858
Si 28.5474 14.9679 5.478
Si 31.2688 1.4073 5.469
Si 28.5571 4.0895 5.4123
Si 31.2589 6.7944 5.4629
Si 28.5635 9.5313 5.4387
Si 31.2716 12.2519 5.4399
Si 2.7166 0.0102 6.8469
Si 5.4473 2.7458 6.8148
Si 2.7142 5.457 6.8157
Si 5.4353 8.1492 6.8
Si 2.7292 10.8887 6.8437
Si 5.4522 13.6078 6.838
Si 8.1709 0.0017 6.8353
Si 10.8905 2.7068 6.7791
Si 8.1668 5.4334 6.7963
Si 10.8721 8.1524 6.7793
Si 8.1818 10.8793 6.8026
Si 10.885 13.5898 6.8048
Si 13.5962 -0.0137 6.7866
Si 16.3292 2.7331 6.7799
Si 13.6157 5.4418 6.7563
Si 16.3214 8.1159 6.7921
Si 13.568 10.8502 6.8262
Si 16.3109 13.5927 6.826
Si 19.055 0.0299 6.8157
Si 21.7572 2.714 6.8154
Si 19.0355 5.417 6.7818
Si 21.7439 8.1194 6.8112
Si 19.035 10.8601 6.7951
Si 21.7954 13.612 6.818
Si 24.4793 0.0076 6.7925
Si 27.1898 2.725 6.7713
Si 24.4764 5.4296 6.7799
Si 27.2047 8.1698 6.8049
Si 24.4838 10.8799 6.8127
Si 27.2092 13.609 6.8495
Si 29.9027 0.0323 6.8116
Si -0.0005 2.7354 6.8334
Si 29.8986 5.4357 6.8087
Si -0.0268 8.1586 6.8293
Si 29.9171 10.8886 6.8058
Si -0.0098 13.6227 6.7975
Si 1.3578 1.3756 8.1895
Si 4.08 4.0963 8.1708
Si 1.3533 6.8104 8.1748
Si 4.0939 9.5159 8.1741
Si 1.3488 12.2587 8.1669
Si 4.083 14.9634 8.1871
Si 6.8026 1.3726 8.1702
Si 9.5415 4.0784 8.1451
Si 6.8045 6.7938 8.1559
Si 9.5317 9.5126 8.1598
Si 6.8243 12.2392 8.1701
Si 9.5365 14.9544 8.1729
Si 12.2439 1.351 8.1494
Si 14.9642 4.0869 8.1394
Si 12.2531 6.7966 8.1298
Si 14.9597 9.4887 8.1508
Si 12.2379 12.2366 8.1763
Si 14.9557 14.9635 8.1676
Si 17.6836 1.3827 8.162
Si 20.3937 4.0759 8.1623
Si 17.6853 6.7757 8.1566
Si 20.3956 9.5057 8.159
Si 17.6789 12.2217 8.1629
Si 20.4054 14.9625 8.1616
Si 23.1147 1.3494 8.1647
Si 25.8332 4.0768 8.1459
Si 23.114 6.7723 8.1613
Si 25.8394 9.5192 8.1686
Si 23.1316 12.2398 8.1782
Si 25.8307 14.9749 8.1729
Si 28.5349 1.3772 8.1632
Si 31.2637 4.0878 8.1741
Si 28.55 6.803 8.1668
Si 31.2622 9.5272 8.1765
Si 28.5627 12.2351 8.183
Si 31.2684 14.9785 8.1594
Si -0.0097 0.0066 9.5277
Si 2.7262 2.7335 9.532
Si -0.008 5.4455 9.5257
Si 2.722 8.1662 9.5266
Si -0.0076 10.8899 9.5211
Si 2.7165 13.603 9.5313
Si 5.4476 0.0104 9.5294
Si 8.1791 2.7276 9.515
Si 5.4476 5.4472 9.5249
Si 8.169 8.1547 9.5137
Si 5.4587 10.8788 9.5226
Si 8.1763 13.6001 9.5311
Si 10.8967 -0.0019 9.5241
Si 13.6093 2.7192 9.5017
Si 10.9004 5.4399 9.5029
Si 13.6033 8.144 9.5175
Si 10.8847 10.8734 9.5289
Si 13.6056 13.5976 9.5277
Si 16.3254 0.0077 9.5151
Si 19.0389 2.7253 9.534
Si 16.3212 5.4303 9.5205
Si 19.0357 8.1474 9.5187
Si 16.3153 10.8604 9.5143
Si 19.0403 13.5934 9.5137
Si 21.7564 -0.0041 9.5313
Si 24.4724 2.7191 9.5146
Si 21.7519 5.4287 9.5284
Si 24.4675 8.152 9.5146
Si 21.7531 10.8745 9.5177
Si 24.4802 13.6051 9.535
Si 27.1862 0.0122 9.529
Si 29.9018 2.7262 9.5251
Si 27.1829 5.4393 9.5156
Si 29.9051 8.1617 9.5291
Si 27.1929 10.8771 9.5336
Si 29.9169 13.6112 9.5248
Si 1.3563 -1.353 10.8818
Si 4.0878 1.3698 10.8837
Si 1.3555 4.0869 10.8818
Si 4.086 6.8062 10.8796
Si 1.3582 9.5294 10.8739
Si 4.0899 12.2407 10.8735
Si 6.8141 -1.3524 10.8794
Si 9.5378 1.366 10.8756
Si 6.818 4.0873 10.8735
Si 9.5399 6.7991 10.8682
Si 6.8168 9.518 10.8788
Si 9.5338 12.239 10.889
Si 12.2537 -1.3583 10.8876
Si 14.9662 1.3658 10.8765
Si 12.2564 4.0809 10.8699
Si 14.9665 6.7932 10.8835
Si 12.2545 9.5154 10.88
Si 14.9691 12.2327 10.8791
Si 17.6819 -1.3617 10.8742
Si 20.3951 1.3565 10.8892
Si 17.678 4.0806 10.8928
Si 20.3938 6.794 10.8857
Si 17.6775 9.5091 10.881
Si 20.3933 12.2334 10.8808
Si 23.11 -1.3645 10.8932
Si 25.8218 1.3631 10.8867
Si 23.11 4.0685 10.8847
Si 25.8219 6.7935 10.8792
Si 23.1081 9.5126 10.8786
Si 25.8321 12.2388 10.8902
Si 28.5462 -1.3561 10.8801
Si 31.2647 1.3638 10.88
Si 28.5409 4.0836 10.8805
Si 31.2712 6.8041 10.8807
Si 28.546 9.5157 10.8908
Si 31.2727 12.2465 10.8808
Si 2.7234 0.006 12.2323
Si 5.4577 2.7284 12.2308
Si 2.7233 5.4458 12.2312
Si 5.4523 8.1625 12.234
Si 2.7265 10.883 12.2279
Si 5.4508 13.6042 12.229
Si 8.1797 0.0066 12.2334
Si 10.8993 2.725 12.236
Si 8.181 5.4438 12.2323
Si 10.8954 8.1575 12.2378
Si 8.1733 10.879 12.2407
Si 10.8973 13.6009 12.2446
Si 13.6135 0.0052 12.2435
Si 16.3211 2.7183 12.2501
Si 13.6102 5.4354 12.2444
Si 16.3235 8.1542 12.2492
Si 13.6139 10.8761 12.2437
Si 16.327 13.5972 12.2402
Si 19.0349 -0.006 12.2468
Si 21.7514 2.7141 12.2523
Si 19.0366 5.4395 12.2541
Si 21.7485 8.1571 12.2464
Si 19.0335 10.8738 12.2437
Si 21.7469 13.5926 12.2472
Si 24.4645 0.0005 12.2495
Si 27.1821 2.7217 12.2407
Si 24.4629 5.4349 12.2436
Si 27.1802 8.1528 12.2406
Si 24.463 10.8756 12.2412
Si 27.1873 13.6037 12.2439
Si 29.9063 0.0016 12.2373
Si -0.0079 2.7223 12.2322
Si 29.9068 5.4414 12.233
Si -0.0035 8.1672 12.2276
Si 29.9093 10.8839 12.236
Si -0.0034 13.6028 12.2346
Si 1.3588 1.3631 13.5845
Si 4.0917 4.0874 13.5814
Si 1.3599 6.8076 13.5801
Si 4.0891 9.5253 13.5841
Si 1.3636 12.2414 13.5818
Si 4.0896 -1.3551 13.5834
Si 6.821 1.37 13.5864
Si 9.5412 4.0867 13.596
Si 6.8183 6.8042 13.5881
Si 9.5385 9.5222 13.596
Si 6.813 12.2476 13.5888
Si 9.54 -1.3502 13.5955
Si 12.2578 1.369 13.6039
Si 14.9679 4.0812 13.6137
Si 12.2558 6.8024 13.6043
Si 14.9723 9.5208 13.6121
Si 12.2604 12.2431 13.6029
Si 14.9721 -1.3581 13.6029
Si 17.679 1.3557 13.6108
Si 20.3925 4.0746 13.6142
Si 17.6812 6.7997 13.6189
Si 20.388 9.5148 13.6115
Si 17.6807 12.2375 13.6098
Si 20.3888 -1.3688 13.6114
Si 23.1039 1.3529 13.6162
Si 25.8196 4.0728 13.6028
Si 23.1026 6.7933 13.6066
Si 25.8188 9.5121 13.5988
Si 23.1014 12.2311 13.6076
Si 25.8209 -1.3635 13.6062
Si 28.5403 1.3565 13.5938
Si 31.2682 4.08 13.5869
Si 28.5436 6.7933 13.5935
Si 31.2742 9.5223 13.585
Si 28.5465 12.2398 13.5958
Si 31.2712 -1.3604 13.5877
Si -0.0013 -0.0026 14.9369
Si 2.729 2.7242 14.9301
Si -0.0035 5.4454 14.9298
Si 2.7244 8.1648 14.9344
Si 0.0015 10.8802 14.9355
Si 2.7265 13.6012 14.9341
Si 5.4578 0.007 14.9325
Si 8.1794 2.7266 14.9511
Si 5.4535 5.4445 14.9401
Si 8.1762 8.1641 14.9503
Si 5.4494 10.8877 14.9398
Si 8.1767 13.6095 14.9448
Si 10.8977 0.0092 14.9606
Si 13.6136 2.7228 14.9779
Si 10.8976 5.4443 14.9644
Si 13.6148 8.1611 14.9712
Si 10.899 10.8838 14.9557
Si 13.6178 13.6043 14.968
Si 16.3241 -0.0026 14.9762
Si 19.0353 2.7134 14.9773
Si 16.3255 5.4387 14.9805
Si 19.0358 8.1589 14.9868
Si 16.3284 10.8807 14.9807
Si 19.0337 13.5943 14.9813
Si 21.7435 -0.0104 14.9757
Si 24.4631 2.7149 14.9719
Si 21.7476 5.4357 14.9766
Si 24.4587 8.1557 14.9646
Si 21.7404 10.8769 14.9754
Si 24.4562 13.5951 14.9656
Si 27.1814 -0.0014 14.9595
Si 29.9059 2.7161 14.9417
Si 27.1838 5.4312 14.9529
Si 29.9109 8.1584 14.9363
Si 27.1797 10.8771 14.9483
Si 29.9109 13.6 14.9468
Si 1.364 -1.3632 16.2884
Si 4.0966 1.3672 16.2821
Si 1.3653 4.0868 16.2757
Si 4.0879 6.8071 16.2868
Si 1.3642 9.5223 16.2905
Si 4.0865 12.2457 16.2938
Si 6.8174 -1.3457 16.2962
Si 9.5363 1.3702 16.3182
Si 6.8129 4.0872 16.3013
Si 9.5346 6.8089 16.3158
Si 6.8123 9.5314 16.2957
Si 9.5404 12.2545 16.303
Si 12.2607 -1.3471 16.322
Si 14.9741 1.362 16.3425
Si 12.2562 4.0896 16.3344
Si 14.9736 6.8062 16.3421
Si 12.2575 9.5309 16.3237
Si 14.9745 12.2497 16.3404
Si 17.6772 -1.3626 16.3445
Si 20.3845 1.345 16.3416
Si 17.682 4.075 16.3437
Si 20.3921 6.7919 16.3478
Si 17.6836 9.5241 16.355
Si 20.3861 12.2333 16.3508
Si 23.0958 -1.3732 16.339
Si 25.8194 1.3492 16.3284
Si 23.1031 4.0716 16.3364
Si 25.8196 6.7858 16.3105
Si 23.0967 9.5121 16.3307
Si 25.8149 12.2271 16.314
Si 28.5461 -1.3655 16.3061
Si 31.271 1.3521 16.2869
Si 28.5445 4.0675 16.305
Si 31.2762 6.8008 16.2885
Si 28.5477 9.5145 16.2912
Si 31.281 12.2385 16.2905
Si 2.7404 -0.0017 17.6259
Si 5.4504 2.7225 17.6506
Si 2.7248 5.4436 17.635
Si 5.4415 8.1741 17.6424
Si 2.7254 10.8822 17.6476
Si 5.4494 -2.7051 17.6392
Si 8.1705 0.0093 17.6699
Si 10.8899 2.731 17.6863
Si 8.1634 5.452 17.6647
Si 10.8962 8.1708 17.675
Si 8.1735 10.897 17.6484
Si 10.8961 -2.7054 17.6704
Si 13.6128 0.0053 17.7011
Si 16.3385 2.7105 17.7152
Si 13.6215 5.4427 17.7023
Si 16.3248 8.1656 17.7177
Si 13.6092 10.8943 17.6938
Si 16.3293 -2.7174 17.7194
Si 19.0268 -0.0076 17.7178
Si 21.7461 2.7025 17.6957
Si 19.0365 5.4294 17.7138
Si 21.7466 8.1566 17.709
Si 19.0367 10.8794 17.7331
Si 21.7356 -2.7238 17.7171
Si 24.4577 -0.0134 17.6925
Si 27.1856 2.7122 17.6757
Si 24.4637 5.4361 17.6894
Si 27.1899 8.1494 17.6452
Si 24.4516 10.8761 17.6854
Si 27.1808 -2.7317 17.6571
Si 29.9177 -0.0082 17.6533
Si 0.0042 2.7187 17.6168
Si 29.92 5.4313 17.6388
Si 0.0013 8.1601 17.6415
Si 29.9161 10.8734 17.6361
Si 0.0066 -2.7266 17.6467
Si 1.3755 1.3633 18.9551
Si 4.0809 4.084 18.9924
Si 1.3661 6.7999 18.9914
Si 4.0856 9.5277 19.0068
Si 1.3699 12.2386 19.0075
Si 4.0931 -1.3505 18.999
Si 6.7983 1.3646 19.0226
Si 9.5155 4.0937 19.0304
Si 6.7926 6.821 19.0037
Si 9.5333 9.5489 19.0112
Si 6.8091 12.2619 18.9926
Si 9.5335 -1.351 19.0274
Si 12.2499 1.3725 19.051
Si 14.9838 4.078 19.0673
Si 12.2583 6.8186 19.0425
Si 14.9646 9.544 19.0679
Si 12.2548 12.2714 19.0445
Si 14.9735 -1.3466 19.0758
Si 17.6871 1.3519 19.1017
Si 20.3854 4.0455 19.0677
Si 17.6876 6.7995 19.0788
Si 20.397 9.5093 19.0936
Si 17.6841 12.2501 19.102
Si 20.368 -1.3714 19.0913
Si 23.0925 1.338 19.0614
Si 25.8239 4.0699 19.04
Si 23.1067 6.7916 19.063
Si 25.8198 9.4908 19.005
Si 23.0957 12.2298 19.0694
Si 25.8193 -1.3902 19.0316
Si 28.5593 1.347 19.0153
Si 31.2949 4.0719 18.9788
Si 28.5607 6.7923 18.9888
Si 31.2826 9.5247 18.9922
Si 28.552 12.2235 18.9902
Si 31.2844 -1.3719 19.0003
Si 0.0453 -0.0056 20.3089
Si 2.7125 2.7157 20.3288
Si 0.0183 5.4221 20.3377
Si 2.7182 8.1608 20.3537
Si 0.0007 10.8794 20.3584
Si 2.742 -2.7166 20.3513
Si 5.4328 0.0051 20.3803
Si 8.1465 2.7322 20.3826
Si 5.4212 5.4592 20.3487
Si 8.1478 8.2023 20.3433
Si 5.4471 10.9123 20.3427
Si 8.1553 -2.7073 20.3679
Si 10.8839 0.0091 20.3973
Si 13.6212 2.7166 20.4191
Si 10.881 5.4602 20.3767
Si 13.6001 8.1887 20.4189
Si 10.8762 10.9205 20.3806
Si 13.6123 -2.7015 20.4301
Si 16.3204 -0.0002 20.4677
Si 19.0625 2.6899 20.4785
Si 16.348 5.4254 20.4405
Si 19.0399 8.1473 20.4627
Si 16.3114 10.898 20.4547
Si 19.0276 -2.7169 20.498
Si 21.7219 -0.0045 20.4427
Si 24.458 2.7041 20.4006
Si 21.7426 5.411 20.405
Si 24.4817 8.154 20.4097
Si 21.7519 10.8739 20.4593
Si 24.4566 -2.7275 20.4213
Si 27.2005 -0.0346 20.3608
Si 29.9496 2.7104 20.3391
Si 27.2073 5.4459 20.3597
Si 29.9298 8.1482 20.3323
Si 27.1874 10.8527 20.3271
Si 29.9171 -2.7462 20.3436
O 28.5881 2.7858 30.8988
O 27.3487 -2.7242 27.5221
O 4.4989 3.8413 29.9839
O 2.7081 10.7788 27.4135
O 30.518 1.2428 28.4256
O 31.1213 6.9297 28.6901
O 1.1736 6.849 28.8562
O 11.5198 3.9785 28.3083
O 31.1748 2.7795 35.8651
O 4.1777 -3.8962 28.6937
O 1.4159 4.018 32.1694
O 9.0691 -4.5408 28.5838
O 5.0967 3.7128 32.9548
O 11.769 9.5543 34.7478
O 16.734 9.9072 33.9828
O 12.4628 -0.7684 28.7634
O 3.6898 6.2329 28.3011
O 6.9908 10.1526 28.4864
O 17.8449 2.1867 35.3854
O 12.9406 1.9483 38.1186
O 16.1421 2.8124 27.7829
O 13.489 5.4283 27.4676
O 14.6729 7.4216 28.5565
O 19.3721 11.0286 30.8283
O 11.5451 9.2576 28.4827
O 27.9016 6.2584 35.8722
O 17.1693 -1.6893 28.7294
O 10.8053 -2.6593 27.8321
O 20.9066 1.6601 28.6763
O 14.4971 6.4338 30.9352
O 27.8384 4.2371 37.6153
O 21.0998 -4.4522 28.5031
O 21.743 -2.0923 27.843
O 25.2695 2.4411 33.6879
O 23.4476 -0.3413 28.6358
O 23.3855 3.6737 28.6121
O 24.78 5.5212 27.6052
O 28.8557 7.3037 29.9788
O 19.0844 -1.5108 31.7012
O 2.4482 -2.8508 34.5223
O 23.4895 9.8319 28.4954
O 32.0635 -3.9375 28.4959
O 15.3994 2.0583 31.0468
O 25.3366 -0.5857 30.5346
O 25.8482 -0.1625 27.9385
O 7.2912 9.583 35.0224
O 6.5621 -1.008 34.5684
O 5.3389 3.8791 37.2384
O 15.6207 7.6331 33.049
O 14.6463 0.055 37.3932
O 16.7409 8.6002 37.2323
O 11.2334 4.8778 32.9926
O 8.8487 0.7485 37.2019
O 24.8138 3.9326 30.8623
O 15.8406 4.9104 38.1471
O 8.8588 8.94 32.9302
O 8.2168 5.4327 27.4451
O 0.4962 -3.9532 33.1504
O 28.7363 0.3252 30.1824
O 22.9686 2.9623 34.7283
O 17.8906 3.304 37.6454
O 31.2353 5.3045 34.9307
O 20.6507 9.2046 35.1971
O 26.6664 10.1702 38.1133
O 10.1324 8.4142 30.6363
O 19.3653 8.508 30.2052
O 25.367 -4.04 37.2457
O 11.7041 8.3395 37.1185
O 23.8717 7.3374 38.1374
O 18.793 -4.5705 34.48
O 10.4461 2.1399 33.2087
O 31.4294 0.753 34.2552
O 5.9811 -4.9632 36.5031
O 29.2707 2.1112 38.2413
O 2.6332 -0.077 27.5864
O 1.0391 -1.3627 37.1677
O 27.2067 4.9509 30.3063
O 1.1383 -4.9155 35.5837
O 25.6078 -4.3063 28.6778
O 31.2948 3.1965 33.2742
O 0.1569 8.5005 30.7787
O 5.7793 6.2561 32.5246
O 23.9435 8.3596 30.6884
O 3.7206 -3.225 31.2532
O 14.8384 8.708 35.3091
O 14.4961 7.1869 37.4402
O 19.5522 3.1992 33.0942
O 12.2312 7.0555 29.6812
O 6.0612 5.9484 29.9197
O 10.1876 10.1095 38.2121
O 11.3934 -4.5526 36.146
O 0.7794 9.4756 37.3886
O 3.1345 -5.6202 37.2265
O 0.7148 5.7318 36.4327
O 16.6125 -1.7437 37.2308
O 15.0605 5.0174 33.0897
O 5.754 8.8863 37.1146
O 25.061 1.751 29.4055
O 13.2663 0.6808 31.0148
O 26.8368 8.4989 35.0853
O 12.1048 -2.2096 37.1002
O 13.2187 -4.2083 38.0555
O 21.2027 -0.681 38.0518
O 25.6798 5.6223 37.192
O 25.3792 6.3948 31.512
O 12.1141 10.867 31.4868
O 31.9566 7.8071 35.5285
O 9.4719 2.2353 28.1878
O 31.0872 10.2513 34.7993
O 5.3958 8.196 27.6413
O 29.3283 -3.4465 38.3016
O 2.3116 -0.3434 34.9563
O 20.1625 -5.4856 37.2635
O -0.0699 2.7194 27.6455
O 8.6349 1.652 31.3642
O 25.5118 -3.141 31.0559
O 19.9616 5.7992 33.4758
O 6.7271 1.3686 35.7868
O 17.1251 0.8194 37.5674
O 17.1218 9.6914 30.8069
O 0.8455 6.5745 32.4798
O 28.8274 -3.7593 33.3105
O 14.1614 1.1837 28.5507
O 26.0073 0.418 37.3893
O 0.4919 0.9982 36.2108
O 20.4811 5.6745 37.544
O 23.3495 -3.2543 29.5025
O 13.7619 8.943 30.5249
O 26.7924 3.933 35.3459
O 6.3034 3.856 28.1924
O 8.0943 0.1261 27.5365
O 8.4122 -1.7504 30.425
O 19.0224 10.6974 27.5666
O 23.4119 -3.818 34.7785
O 4.7993 9.7166 34.7185
O 16.7241 2.7415 33.0828
O 3.369 8.8268 32.6439
O 22.5339 10.1711 33.6764
O 24.8621 10.2372 34.8787
O 6.9455 -3.9006 29.9836
O 18.6385 7.3292 38.3305
O 31.0947 6.618 31.306
O 30.7936 6.3321 37.2946
O 14.782 -1.7133 34.6156
O 11.0011 3.558 37.3103
O 13.1195 6.7424 33.0865
O 8.252 0.8031 33.7836
O 16.8431 -1.0356 33.0172
O 2.1472 -3.4656 38.2086
O 28.2187 3.7353 28.3471
O 15.4211 -2.437 30.6531
O 5.5497 1.1775 33.5838
O 32.5759 10.7605 0.0195
O 21.6271 8.6528 37.5759
O 11.5028 6.7886 35.024
O 22.8184 2.156 30.5528
O 1.2622 3.3099 37.4075
O 3.7281 -1.2227 32.846
O 8.4467 -4.4194 37.3218
O 9.3695 5.6149 37.2211
O 7.551 7.3273 38.1051
O 27.0767 10.6112 33.5388
O 8.3037 10.2699 30.7042
O 26.775 -3.5419 35.0256
O 11.6758 -4.1974 33.6159
O 30.7359 0.4198 36.9632
O 17.3957 8.7934 28.3816
O 16.3337 -3.9534 34.8498
O 17.6115 4.9015 28.5542
O 26.5973 8.5266 30.5059
O 2.4055 2.2277 30.5092
O 4.8427 -0.7637 38.245
O 2.1948 7.531 38.3676
O 7.1418 3.6848 30.614
O 20.5386 -3.3671 32.8413
O 29.8545 4.8839 29.9926
O 2.6359 5.7424 30.6664
O 19.61 1.2674 37.2744
O 22.4941 -1.3587 34.6632
O 30.9057 -5.1011 37.1806
O 30.6091 -3.3805 35.1318
O 3.9459 10.6278 30.673
O 29.0295 -1.3057 34.0891
O 2.6459 8.5462 30.0703
O 25.2184 -1.6772 35.9638
O -0.0483 -2.7406 30.7994
O 0.7548 9.3394 28.343
O 2.3478 9.1255 35.2084
O 3.0343 4.3107 35.8571
O 22.6299 -5.7321 36.2683
O 10.3225 -3.1478 31.6205
O 21.9066 7.5878 33.4396
O 27.348 -2.2201 37.2653
O 1.0876 -1.9413 28.5615
O 8.7829 4.0047 32.6012
O 22.7619 -2.5189 37.0649
O 5.643 -3.0314 33.2021
O 13.5257 10.8751 27.6854
O 20.4244 6.1203 28.6551
O 26.8933 0.0317 34.8635
O 18.9846 -1.8483 34.291
O 7.6225 7.663 31.0886
O 10.3516 -0.836 38.3556
O 13.7981 -3.8319 35.5658
O 7.489 -3.4145 35.0881
O 13.7179 2.7373 32.9653
O 21.3192 6.2945 31.1788
O 25.4392 8.6526 32.8529
O 5.1276 8.2487 30.8528
O 28.43 8.4503 37.2107
O 5.8012 -1.6807 31.0307
O 23.9446 1.9783 38.1878
O 14.5423 -4.9082 30.8064
O 20.9824 3.9034 30.0099
O 14.6406 9.9612 37.5902
O 20.2289 9.349 32.5863
O 24.6685 4.9419 34.3724
O 2.8288 0.6303 37.3411
O 14.664 -3.6535 32.9931
O 9.5348 -5.4433 34.5002
O 4.8559 1.6518 31.2032
O 20.1993 4.054 35.487
O 20.5142 1.5512 31.2879
O 21.8821 3.4604 37.4525
O 18.4651 -3.5502 37.9933
O 21.667 -1.0699 32.1882
O 27.9066 1.331 27.8554
O 15.2889 -3.4954 28.3059
O 11.6325 1.6569 29.4048
O 22.4344 5.3475 35.7561
O 17.3345 -4.0969 29.7922
O 15.3955 3.4053 35.0956
O 18.9954 5.316 30.7272
O 24.2196 -1.5542 32.7043
O 9.8833 3.6309 30.2766
O 6.5329 -1.7127 28.5407
O 0.7068 3.7232 34.8266
O 4.2431 1.6147 28.6153
O 29.4579 8.1392 34.7806
O 23.1516 0.7955 33.2214
O 14.2246 9.8458 32.9451
O 17.1422 6.9986 30.2131
O 18.0901 2.2015 31.0651
O 19.0363 -0.0119 27.8008
O 0.5138 1.5656 32.3235
O 6.5897 -2.5308 37.3589
O 28.1912 0.8466 32.7281
O 17.3189 -4.4732 32.3593
O 16.5911 4.4098 30.9067
O 29.8585 5.3646 27.1987
O 24.3832 0.7679 35.4655
O 16.2686 0.1317 35.2977
O 3.2704 5.6496 33.1722
O 1.0402 -1.4239 32.8441
O 9.9776 4.1539 35.0003
O 5.1948 5.3889 34.9864
O 20.892 -3.306 35.4376
O 24.184 10.9369 30.6989
O 28.7605 -5.1624 35.5398
O 8.2142 -2.2948 32.9347
O 6.8604 1.9841 38.2834
O 1.8206 4.3641 28.4969
O 3.0441 2.0777 33.0384
O 17.8242 4.6196 34.5137
O 21.7358 9.7816 30.4838
O 26.8264 -1.3893 32.5832
O 26.6405 4.4325 32.7355
O 9.9428 7.1573 28.375
O 18.8928 0.6383 33.1567
O 1.8065 -4.2283 29.7731
O 8.3631 3.2934 36.7214
O 9.5568 8.4179 35.4496
O 30.5985 1.2073 31.7572
O 26.761 7.1498 28.284
O 20.9035 -2.6498 30.2845
O 14.7046 0.4139 33.1236
O 13.0863 4.6475 34.746
O 28.1475 9.3565 28.5395
O 31.5672 8.4039 33.0772
O 21.8236 8.0787 27.6293
O 22.4082 5.0021 33.133
O 30.0478 10.8913 27.6457
O 2.8073 -5.2088 33.5847
O 29.2181 -0.9767 28.0239
O 31.1024 -2.2783 32.8221
O 4.1015 6.1308 37.3469
O 9.9638 -0.47 32.2135
O 12.8438 -2.9466 31.4145

Results
total energy: -218732.712 eV
total energy less fixed offsets of O -438.35, Si -107.03 eV per atom: -13.992 eV

Forces (eV/angstrom), in the order of the atoms: element, x, y, z
Si -0.3067 0.1252 0.706
Si 0.4208 -0.1261 0.6454
Si -0.3535 0.1507 0.6738
Si -0.0802 0.1723 0.6998
Si 0.2091 -0.2906 0.6781
Si 0.0922 -0.3198 0.7028
Si -0.1451 0.3048 0.6804
Si -0.1493 0.1623 0.7014
Si 0.0891 -0.141 0.7326
Si -0.2731 0.2982 0.7305
Si -0.1419 0.3236 0.6365
Si 0.1221 -0.2348 0.7052
Si 0.1896 -0.1792 0.6852
Si 0.3195 -0.0364 0.6761
Si 0.2682 -0.3625 0.7113
Si 0.1818 -0.0355 0.7505
Si -0.0707 0.2503 0.7828
Si -0.2836 0.0271 0.6369
Si -0.2052 0.3103 0.749
Si 0.1508 -0.06 0.7912
Si -0.1325 0.088 0.733
Si -0.256 0.0558 0.6962
Si -0.1005 -0.1613 0.7241
Si 0.0803 -0.2056 0.7337
Si 0.0988 0.2767 0.6854
Si -0.3241 0.0435 0.716
Si 0.1818 -0.1343 0.7723
Si 0.0196 -0.141 0.6859
Si 0.0086 0.2037 0.7399
Si 0.1667 -0.1526 0.7773
Si 0.1025 -0.2085 0.7296
Si 0.2599 -0.1911 0.7113
Si -0.1588 0.3131 0.7378
Si 0.3005 -0.259 0.613
Si -0.1972 -0.0247 0.7391
Si -0.3394 0.2824 0.6628
Si 0.036 -0.0067 -0.006
Si -0.0446 -0.0304 -0.0172
Si -0.0196 -0.0094 -0.027
Si 0.0454 -0.0694 -0.0445
Si 0.0592 0.036 -0.0558
Si 0.0265 0.038 -0.0164
Si -0.047 -0.0306 -0.0164
Si 0.0416 0.0504 -0.0173
Si -0.0008 0.0261 -0.0001
Si 0.0212 -0.0315 -0.0236
Si -0.0112 -0.0117 -0.0714
Si -0.0339 -0.0176 -0.0355
Si -0.0501 -0.0446 -0.0284
Si -0.0183 0.0054 -0.0543
Si -0.033 0.0124 -0.0333
Si 0.0632 -0.0482 -0.0391
Si 0.0366 -0.0133 -0.0811
Si 0.0533 -0.0161 -0.0327
Si -0.0015 -0.0216 -0.02
Si -0.0144 0.0161 -0.0642
Si -0.0281 0.0531 -0.0291
Si -0.0255 -0.0042 -0.0318
Si 0.0348 0.0077 -0.0232
Si -0.0154 0.0166 -0.0126
Si 0.0304 -0.021 -0.0715
Si -0.006 0.0064 -0.0046
Si -0.0263 0.0326 -0.0634
Si 0.027 -0.0014 -0.0338
Si 0.0004 0.0214 -0.0568
Si -0.0077 -0.0056 -0.0585
Si -0.0039 -0.0148 -0.0754
Si 0.0298 0.0134 -0.0387
Si 0.0024 -0.0419 -0.0317
Si -0.0431 0.012 -0.0523
Si 0.0116 0.0057 -0.0297
Si 0.0187 0.0349 -0.0764
Si -0.0403 0.0361 0.0155
Si 0.024 -0.0173 0.0019
Si -0.0104 0.0244 -0.0111
Si 0.0052 0.0297 0.005
Si 0.0109 0.0184 0.0739
Si -0.0021 -0.0225 0.0319
Si 0.0325 0.0225 -0.0297
Si 0.0311 0.0003 0.0064
Si -0.0405 -0.018 0.0226
Si 0.0152 0.0244 -0.001
Si 0.0074 -0.0102 0.0014
Si 0.0007 0.0253 0.0245
Si -0.0153 -0.0244 0.0172
Si 0.0249 -0.014 0.0141
Si 0.0209 0.0306 0.0242
Si -0.0223 0.0415 0.0102
Si 0.0011 -0.017 -0.0249
Si 0.0204 0.033 0.0508
Si 0.0085 -0.0109 0.0139
Si 0.0177 -0.0128 0.026
Si -0.0189 -0.0015 0.0091
Si 0.0186 0.0066 0.014
Si -0.0079 0.022 0.0395
Si -0.0256 0.0116 0.0302
Si -0.0182 -0.024 -0.027
Si -0.0122 0.0356 -0.0073
Si 0.0188 -0.0428 0.0308
Si -0.0357 0.014 0.0341
Si 0.033 -0.0458 0.0317
Si 0.0059 -0.0044 0.0312
Si 0.0052 -0.0277 0.0303
Si -0.0202 -0.0214 0.0204
Si 0.0367 0.0161 0.0213
Si 0.0754 0.0082 0.0074
Si -0.0423 -0.0039 0.0076
Si 0.0047 0.0064 0.0118
Si 0.0029 0.0232 -0.0174
Si 0.0241 -0.0086 -0.0219
Si -0.0076 -0.0259 -0.0121
Si -0.0211 -0.0083 0.0012
Si -0.0088 -0.0193 -0.0196
Si 0.0046 -0.0197 -0.0144
Si 0.0022 0.012 0.0151
Si 0.0003 -0.0062 -0.0062
Si 0.0078 0.0083 -0.0317
Si -0.0176 -0.0223 -0.0065
Si 0.0255 0.0098 -0.0241
Si 0.003 0.0216 -0.0244
Si 0.0053 -0.017 -0.0068
Si -0.0194 0.0104 -0.0046
Si -0.0142 0.0111 -0.0167
Si 0.0069 0.0003 -0.0251
Si -0.0308 0.0027 -0.0032
Si -0.0005 -0.0062 -0.0169
Si 0.0146 0.0153 -0.0111
Si -0.0009 0.0001 -0.0149
Si 0.0084 -0.0074 -0.0138
Si -0.0237 -0.0388 0.0021
Si 0.0125 -0.0453 -0.0201
Si -0.0163 0.0125 0.0025
Si 0.002 0.0149 -0.0072
Si -0.0036 -0.0019 0.0103
Si 0.007 -0.0009 -0.0233
Si -0.02 -0.0035 -0.0307
Si 0.0039 0.0242 0.0125
Si -0.0014 0.0475 -0.0525
Si -0.0243 -0.0103 -0.0274
Si 0.0197 0.0056 -0.0226
Si 0.0026 0.0093 -0.0031
Si -0.0131 0.0081 -0.0378
Si -0.0152 0.0071 -0.0109
Si 0.0164 -0.0135 -0.0035
Si 0.0096 0.0228 0.0064
Si -0.0133 0.0064 0.002
Si -0.0085 0.0083 0.0073
Si -0.0161 -0.0102 0.023
Si -0.0053 -0.0013 0.0168
Si 0.011 0.0122 0.0148
Si 0.0025 0.003 0.008
Si -0.0052 -0.0128 0.0058
Si 0.0102 -0.011 0.0161
Si 0.0033 0.0015 -0.0015
Si 0.0048 0.01 0.0107
Si -0.0115 0.0032 0.0044
Si 0.0111 0.0111 0.0034
Si -0.02 0.012 0.0129
Si -0.0013 0.0188 -0.0033
Si 0.0069 -0.0049 -0.0043
Si 0.0025 0.0036 0.0113
Si 0.0147 -0.0029 -0.001
Si 0.0021 -0.0045 0.0144
Si -0.0083 -0.0313 0.0277
Si -0.0035 0.0116 0.0136
Si -0.0057 -0.0045 -0.0055
Si 0.0094 0.003 -0.0011
Si 0.01 -0.0074 0.01
Si 0.0051 -0.0337 0.0089
Si -0.0154 0.014 0.0138
Si -0.0173 0.0109 -0.0009
Si 0.0113 -0.0119 0.0007
Si 0.014 -0.0071 0.0074
Si -0.0018 -0.0183 0.0052
Si -0.0301 0.0196 0.0031
Si -0.013 0.0125 0.0016
Si 0.0152 -0.0005 0.0037
Si -0.0033 0.0033 -0.0023
Si 0.0249 -0.0126 0.0005
Si -0.0054 0.01 0.0086
Si -0.0194 0.0207 0.0343
Si -0.0078 -0.0027 -0.014
Si 0.0156 0.0086 -0.0008
Si 0.0042 -0.0157 0.0153
Si -0.0015 -0.0393 0.0109
Si -0.0131 0.0147 0.0042
Si 0.02 -0.0074 0.0323
Si 0.0031 0.0068 0.0038
Si -0.0293 0.0215 0.0216
Si -0.0096 0.007 -0.0008
Si 0.007 0.012 0.0106
Si -0.005 0.0074 0.0163
Si -0.0127 -0.0147 -0.0066
Si 0.029 -0.0086 0.038
Si 0.0079 -0.0125 0.0096
Si -0.0156 -0.0007 0.0201
Si -0.0211 -0.0012 0.0318
Si 0.0016 -0.0051 0.0027
Si 0.0154 0.0282 0.0253
Si 0.0269 0.0355 0.008
Si 0.0306 0.0031 -0.0006
Si 0.0111 -0.0115 0.0036
Si -0.0101 -0.0003 0.0403
Si -0.0189 0.0058 0.0162
Si 0.0137 0.0182 0.0107
Si -0.0177 0.0165 -0.0065
Si -0.006 -0.0034 0.0043
Si -0.0241 -0.0141 0.0266
Si -0.0082 0.0286 0.003
Si 0.0431 0.057 0.033
Si 0.0073 -0.0072 -0.0195
Si 0.0097 -0.036 0.0485
Si 0.0077 -0.0174 0.0208
Si -0.0126 0.0077 0.0014
Si -0.003 0.0087 0.0337
Si -0.0195 -0.0214 -0.0113
Si -0.0022 0.0083 -0.0176
Si 0.0039 -0.0138 0.0394
Si -0.009 0.0084 -0.0131
Si 0.0134 -0.009 -0.0128
Si 0.0055 0.0129 -0.0096
Si -0.0065 0.0191 -0.0185
Si -0.0085 -0.0438 -0.0371
Si 0.0044 0.0269 -0.0336
Si 0.0127 0.0225 -0.0185
Si 0.0122 -0.0304 0.0158
Si 0.0139 -0.0051 0.0191
Si 0.009 -0.0003 -0.0037
Si -0.0073 -0.0054 0.014
Si -0.0068 0.0216 -0.0323
Si 0.0173 -0.0054 -0.0401
Si -0.026 0.0074 -0.0263
Si 0.0114 -0.0059 -0.0179
Si 0.0332 -0.0179 0.0373
Si -0.0126 0.0125 -0.0278
Si -0.0303 -0.0201 0.0461
Si -0.0177 0.0118 -0.0127
Si 0.002 -0.0156 -0.0507
Si 0.0426 -0.0341 -0.0044
Si -0.0365 0.0135 -0.0252
Si 0.0743 -0.0051 0.0154
Si -0.0519 0.0156 -0.0246
Si 0.0008 0.0222 -0.0262
Si 0.0164 -0.0142 0.0136
Si 0.0176 0.0369 0.0076
Si -0.0196 -0.085 -0.0122
Si 0.0204 0.0604 -0.039
Si 0.0122 -0.0028 -0.0588
Si 0.0302 0.0059 -0.0494
Si -0.027 -0.0117 -0.0044
Si -0.0279 0.0019 -0.0574
Si 0.0044 0.0182 0.0282
Si 0.0212 0.0588 0.0527
Si -0.0039 -0.0201 0.052
Si -0.0197 0.0143 0.0445
Si -0.0093 0.0077 0.0592
Si -0.0571 -0.0036 0.0471
Si 0.0086 0.0135 0.0315
Si -0.0127 0.006 0.0591
Si 0.0008 0.0168 0.0053
Si -0.0211 0.0144 0.0285
Si -0.0046 0.0001 0.0526
Si -0.0349 0.0088 0.0516
Si 0.0146 0.01 0.0709
Si 0.0141 -0.0218 0.0354
Si 0.028 -0.0021 0.0236
Si -0.0012 -0.019 0.0158
Si -0.0193 0.0415 0.0719
Si -0.0033 0.0244 0.0713
Si -0.026 0.0172 0.0151
Si -0.0024 0.0314 0.0369
Si 0.0024 0.0054 0.0783
Si -0.0436 0.0127 0.0763
Si 0.059 -0.0316 0.038
Si 0.0121 -0.0047 0.052
Si 0.0462 0.0215 0.034
Si -0.0801 -0.0194 0.0365
Si 0.0154 -0.0791 0.05
Si 0.0108 -0.0383 0.0245
Si 0.007 -0.0244 0.0519
Si 0.0146 -0.0114 0.0221
Si -0.0446 0.0292 0.0732
Si 0.0278 -0.06 0.004
Si -0.0001 -0.0085 0.0243
Si -0.0204 0.0115 0.0376
Si 0.0115 0.0241 0.0498
Si 0.0008 -0.0116 0.0679
Si 0.0249 -0.0165 0.028
Si -0.2401 -0.1106 -0.7558
Si 0.1612 0.1951 -0.7529
Si 0.1192 0.1483 -0.7489
Si -0.0946 -0.0549 -0.6988
Si -0.1393 -0.3071 -0.6836
Si 0.2889 0.2606 -0.6664
Si -0.1815 -0.1525 -0.7429
Si 0.2592 -0.0457 -0.7028
Si -0.0432 -0.075 -0.7244
Si 0.0744 0.1939 -0.7522
Si 0.1857 0.031 -0.7603
Si -0.1297 -0.0977 -0.7635
Si 0.1661 0.149 -0.6951
Si -0.0502 -0.1882 -0.743
Si -0.1373 -0.2501 -0.7538
Si 0.2807 0.1776 -0.727
Si -0.101 -0.1663 -0.7436
Si 0.0346 -0.0937 -0.7379
Si -0.0908 -0.1471 -0.7546
Si 0.0023 0.2356 -0.7148
Si 0.1825 0.0003 -0.7829
Si -0.2135 -0.1646 -0.7263
Si -0.1389 -0.066 -0.7456
Si 0.0573 0.3723 -0.7445
Si 0.399 0.0742 -0.7468
Si -0.2084 0.3095 -0.6722
Si -0.1423 -0.1511 -0.829
Si 0.073 0.211 -0.759
Si 0.1545 0.1317 -0.76
Si -0.2586 -0.1958 -0.7074
Si 0.0454 0.0322 -0.7008
Si -0.0465 -0.2528 -0.7634
Si -0.1666 -0.2223 -0.5968
Si 0.3655 0.3419 -0.555
Si -0.117 -0.2016 -0.7807
Si 0.118 0.1847 -0.7079
Si -0.0611 -0.0211 -0.0332
Si -0.1174 -0.0953 -0.0457
Si -0.0351 0.0611 0.1583
Si 0.054 -0.2612 0.1553
Si 0.0217 0.0143 -0.1175
Si -0.0023 0.083 0.03
Si 0.0682 0.0477 -0.0142
Si -0.0534 -0.0159 -0.0465
Si -0.0501 -0.0552 0.1246
Si -0.095 0.0062 0.0073
Si -0.0028 -0.1542 0.0429
Si 0.1066 0.0547 -0.1471
Si 0.0063 -0.0155 -0.0347
Si -0.0288 -0.079 0.0281
Si -0.066 0.1888 -0.0934
Si -0.0285 0.093 0.1354
Si -0.0034 -0.0259 -0.1805
Si 0.0309 0.0814 0.0083
Si 0.1184 -0.0924 -0.0685
Si -0.1399 0.0024 0.029
Si -0.0331 -0.1348 0.0274
Si -0.0397 0.0287 0.0219
Si 0.1043 0.0217 0.0421
Si 0.0934 -0.0289 0.0383
Si 0.0629 -0.0005 0.0786
Si 0.0021 0.1404 -0.0456
Si 0.0306 -0.0946 -0.133
Si -0.0267 -0.0956 -0.0598
Si 0.0373 0.0355 -0.0934
Si 0.1398 -0.1865 0.2497
Si -0.1354 -0.0145 0.1388
Si 0.0741 -0.0035 0.1057
Si -0.0802 -0.0607 -0.0198
Si 0.0328 -0.1265 -0.0205
Si 0.0191 -0.2127 -0.0025
Si -0.0192 -0.0186 -0.0345
Si -0.066 -0.0029 0.0443
Si -0.1318 0.0234 0.0121
Si 0.0633 -0.0077 -0.0354
Si 0.0839 -0.1719 0.043
Si 0.1672 -0.0204 0.0796
Si -0.0223 0.0121 0.083
Si 0.0343 -0.0221 -0.1699
Si 0.1045 0.0101 -0.0037
Si -0.0045 -0.0481 0
Si -0.0931 0.0239 -0.0975
Si -0.0628 -0.0637 -0.0848
Si 0.0255 0.1473 -0.0178
Si 0.0255 0.0658 -0.1087
Si 0.1321 0.0722 0.0335
Si 0.0223 -0.0761 -0.0852
Si -0.0763 -0.0161 0.1556
Si -0.0309 0.0273 -0.1024
Si -0.0394 -0.0186 -0.1332
Si -0.0041 0.047 0.021
Si -0.1177 0.1297 0.2335
Si 0.0655 0.0198 0.032
Si 0.0866 0.1576 -0.066
Si -0.0426 -0.1329 0.0465
Si 0.0667 0.0093 0.0884
Si 0.1809 -0.1339 -0.0152
Si 0.0656 -0.0279 -0.0297
Si -0.1451 0.1535 0.0978
Si -0.0052 0.0739 -0.1672
Si 0.0436 0.0869 -0.0089
Si 0.0472 -0.027 -0.1501
Si -0.0396 -0.0708 -0.0583
Si 0.0024 0.162 -0.1129
Si -0.1168 0.0432 -0.1187
Si 0.1677 0.017 -0.0646
Si 0.0584 0.0872 0.0236
Si -0.1054 0.0468 0.0317
Si 0.1193 -0.0447 0.1472
Si 0.0051 -0.0288 0.0165
Si 0.0767 -0.0025 0.1259
Si -0.0787 0.0278 -0.0514
Si -0.1633 -0.074 -0.1007
Si -0.0331 0.0698 -0.1365
Si -0.0839 -0.0663 -0.0029
Si -0.0802 0.0707 -0.0132
Si -0.0757 0.1096 0.0222
Si -0.0465 -0.0185 0.1812
Si -0.0465 0.1119 0.0239
Si 0.1711 -0.035 -0.1121
Si 0.0198 -0.0017 0.1831
Si 0.0262 -0.0309 0.1402
Si 0.0481 -0.0345 0.0141
Si -0.0902 0.1021 -0.0325
Si 0.0442 -0.0418 -0.1766
Si 0.0183 -0.007 0.0941
Si -0.0362 -0.0302 -0.1521
Si 0.0285 -0.0563 0.0145
Si -0.0558 0.0005 0.0659
Si 0.1562 -0.0365 -0.074
Si 0.0646 0.1156 -0.0057
Si 0.036 -0.1636 0.2297
Si -0.0534 0.0861 0.0008
Si 0.1185 0.0059 0.0851
Si 0.0635 -0.0618 -0.0977
Si -0.0084 -0.0107 0.0488
Si -0.0563 -0.0306 0.0194
Si 0.1429 0.0146 -0.0275
Si 0.0047 0.0987 -0.0462
Si -0.0357 -0.084 0.0175
Si -0.004 0.0691 -0.1462
Si 0.0265 -0.0798 -0.0303
Si -0.0013 -0.0891 -0.0708
Si -0.1092 0.0822 0.0738
Si 0.0056 0.0119 -0.0106
Si -0.0024 0.0094 -0.0034
Si -0.0277 -0.0082 -0.0047
Si -0.0173 -0.01 -0.0279
Si 0.0041 0.0033 0.0115
Si -0.0046 0.0001 -0.0049
Si -0.0006 -0.0004 -0.0038
Si -0.01 -0.0027 -0.0032
Si 0.0036 -0.0082 -0.0042
Si 0.003 -0.0222 -0.0043
Si 0.0232 0.004 -0.0068
Si 0.016 -0.0093 -0.0104
Si 0.0009 0.0061 -0.0168
Si 0.0004 0.0073 0.0036
Si -0.0158 -0.0005 -0.0049
Si 0.01 -0.0043 -0.018
Si -0.001 0.0069 -0.0115
Si -0.0079 0.0057 0.0015
Si 0.0043 0.0076 0.0048
Si -0.0045 0.006 -0.0097
Si 0.0005 0.0158 -0.0083
Si 0.0015 0.0149 -0.0057
Si 0.0152 0.0069 -0.0067
Si 0.0005 -0.003 0.0016
Si -0.0017 -0.0144 -0.009
Si -0.012 -0.0026 -0.012
Si 0.0001 0 -0.0031
Si -0.0077 0.0043 -0.0027
Si -0.0126 -0.0209 0.0025
Si 0.003 -0.0069 -0.0081
Si -0.0002 -0.0075 -0.0095
Si -0.0101 0.0044 0.0075
Si 0.0093 -0.0046 -0.0107
Si 0.0301 0.0137 -0.0084
Si 0.0035 0.0017 -0.004
Si -0.007 0.0117 -0.0237
Si 0.0104 0.001 0.0018
Si -0.0176 0.0005 -0.0015
Si -0.0062 0.0095 -0.006
Si 0.0129 0.0026 -0.0098
Si -0.0009 -0.0182 -0.0042
Si 0.0062 0.0007 -0.0009
Si 0.0033 -0.0092 0.0066
Si 0.0062 -0.0005 -0.0032
Si 0.0031 0.0126 -0.001
Si -0.0101 0.0081 -0.0017
Si -0.0024 -0.0047 0.0037
Si -0.0033 -0.004 -0.0095
Si -0.0038 0.0068 -0.0092
Si -0.0084 -0.0041 -0.0016
Si -0.0149 0.0031 -0.0051
Si 0.0185 -0.0118 -0.0022
Si 0.0153 0 0.0058
Si 0.0008 -0.0028 -0.011
Si -0.0174 0.0003 -0.0022
Si 0.0077 -0.002 0.0087
Si 0.0092 -0.0134 -0.0046
Si 0.015 -0.0027 0.0002
Si -0.0087 0.0097 -0.0121
Si -0.0074 -0.0023 -0.0084
Si 0.0044 0.005 -0.0029
Si 0.0074 -0.0047 -0.0067
Si -0.0069 -0.0026 -0.006
Si 0.0023 -0.0071 -0.0087
Si -0.0094 0.0159 -0.0132
Si 0.0058 -0.0042 0.0027
Si -0.0107 0.0162 -0.0032
Si 0.0089 -0.0057 0.0067
Si -0.008 0.003 -0.0059
Si -0.0085 0.0288 0.007
Si 0.0105 -0.0066 -0.0004
Si 0.0057 -0.0083 -0.013
Si 0.0061 0.0074 0.0052
Si 0.0126 -0.0008 -0.0036
Si 0.0116 0.0026 0.0016
Si -0.0058 0.0134 0.0084
Si 0.0057 -0.0029 -0.0008
Si -0.0235 -0.0163 -0.0029
Si -0.003 -0.0122 0.0002
Si 0.0072 0.0086 -0.0008
Si -0.0139 -0.0177 -0.0035
Si 0.0039 0.0059 -0.0011
Si 0.0073 0.0139 -0.0013
Si 0.0016 0.0119 0.0058
Si -0.0086 -0.0121 0.0006
Si 0.0208 0.0082 0.0015
Si 0.004 0.0038 -0.0072
Si -0.0253 -0.0124 0.0046
Si 0.0031 0.0007 0.0116
Si 0.0066 0.0028 0.0041
Si 0.028 0.0162 0.0091
Si 0.0014 0.0047 0.0094
Si -0.0031 0.0052 0.0042
Si 0.0042 -0.004 -0.0001
Si -0.0096 -0.0126 -0.0039
Si -0.0069 -0.0083 -0.0029
Si -0.0176 -0.0076 0.0064
Si 0.0034 0.0091 -0.0007
Si -0.0153 -0.0051 0.0076
Si 0.0051 0.0031 0.0058
Si 0.0053 0.0108 0.0069
Si 0.0077 0.0001 0.0026
Si -0.0025 -0.0106 0.005
Si -0.0004 -0.0104 0.0059
Si 0.0055 0.0096 0.0085
Si -0.0045 -0.0119 0.0005
Si -0.0116 0.0021 0.0074
Si -0.0021 0.0004 -0.0058
Si 0.014 0.0005 -0.001
Si -0.0049 -0.0076 0.0061
Si -0.0022 0.0033 0.0005
Si -0.0041 -0.0019 0.0021
Si -0.0058 0.0031 -0.0011
Si 0.0101 0.0061 0.0032
Si -0.0033 0.0096 0.0071
Si 0.001 0.0014 -0.0027
Si -0.0111 0.0161 0.0044
Si 0.0003 0.0055 0.004
Si 0.0097 -0.017 0.0009
Si 0 -0.0037 0.0062
Si 0.0071 -0.0102 0.0049
Si -0.0064 0.0031 -0.0022
Si -0.0021 -0.0095 0.0036
Si 0.0056 -0.0064 0.0041
Si -0.0076 -0.001 0.0081
Si -0.0068 0.0015 0.0058
Si -0.0086 -0.0062 -0.0029
Si -0.0076 0.0041 0.0072
Si 0.0015 -0.0061 0.0125
Si -0.0029 -0.0031 0.0069
Si 0.0085 0.0025 -0.0003
Si 0.0022 0.0019 0.0011
Si 0.0104 0.0009 0.0067
Si 0.0044 -0.0059 0.0032
Si 0.0029 -0.0033 0.0068
Si -0.0066 0.0053 -0.0079
Si -0.0117 0.008 -0.002
Si 0.0028 -0.0086 0.0026
Si -0.0054 0.0116 0.0038
Si -0.004 0.0054 -0.0008
Si -0.0012 -0.0003 -0.0039
Si 0.0001 0.011 0.0062
Si 0.0122 -0.0031 0.004
Si 0.0019 -0.0143 0.0015
Si -0.0056 -0.0074 0.0008
Si 0.0001 -0.001 0.0018
Si 0.0058 0.0022 -0.0014
Si 0.0023 -0.0022 0.003
Si 0.0088 0.0049 0.0007
Si -0.0108 -0.0047 -0.0002
Si 0.0004 -0.0024 -0.0027
Si 0 -0.0067 -0.0013
Si -0.0015 -0.0036 -0.0022
Si 0.0027 -0.0011 -0.0031
Si 0.0004 0.0066 0.0017
Si -0.002 -0.0011 0.002
Si 0.0007 0.0073 0.0035
Si 0.0061 0.0079 -0.0008
Si -0.0008 0.0075 0.0006
Si -0.0052 -0.0005 0
Si 0.0026 0.0025 0
Si -0.0031 -0.0016 -0.0012
Si -0.0006 -0.0013 -0.0007
Si -0.0048 -0.001 0.0006
Si 0.0034 0.0027 0.0049
Si 0.0098 0.0054 0.003
Si -0.0028 -0.0042 -0.0011
Si 0.0014 -0.0058 0.0017
Si -0.0077 -0.0068 -0.0018
Si 0.0068 -0.0041 -0.0006
Si -0.0085 0.0012 0.0019
Si 0.0038 -0.0024 0.0018
Si 0.0036 -0.0013 0.0023
Si 0.0035 0.0069 0.0051
Si -0.0023 0.0025 -0.0006
Si -0.01 -0.0034 0.0011
Si 0.005 -0.0028 0.0022
Si 0.002 0.0069 0.0014
Si -0.007 -0.0091 0.0034
Si 0.0063 0.0054 -0.0018
Si -0.0011 0.0036 0.0021
Si 0.003 -0.003 0.0022
Si -0.0021 0.0054 0.0017
Si -0.006 0.0027 0.0027
Si 0.0012 -0.004 0.0027
Si -0.0001 0.0023 -0.0007
Si -0.0007 0.0068 -0.0001
Si 0.0011 0.001 -0.0005
Si -0.001 0.001 0.0015
Si -0.0051 0 0.0008
Si 0.0012 -0.0011 0.002
Si 0.0002 0.0001 0.0018
Si -0.0028 -0.0112 0.0003
Si 0.0032 -0.0002 0.0038
Si 0.0053 -0.0088 0.0031
Si -0.0037 0.0005 0.0034
Si -0.0029 -0.0025 0.0033
Si -0.0013 -0.0058 -0.0007
Si 0.0053 -0.001 0.0022
Si 0.0096 -0.0037 0.002
Si -0.006 0.0022 0.0041
Si -0.007 0.0002 0.0005
Si -0.0053 0.0021 0.0006
Si 0.0026 0.002 0.0011
Si 0.0014 0.0049 0.0034
Si -0.0041 -0.0002 -0.0024
Si -0.0005 0.0024 -0.0029
Si 0.0032 0.0078 -0.0002
Si 0.0005 0.0036 -0.0014
Si 0.0081 -0.0052 0.0021
Si 0.002 -0.0017 -0.0005
Si 0.0043 -0.0013 -0.0017
Si -0.004 -0.0018 -0.0004
Si -0.0003 -0.0016 -0.0022
Si -0.0025 0.0008 -0.0005
Si 0.0008 -0.0041 0.0021
Si -0.0005 -0.003 0.0018
Si -0.0014 -0.0021 -0.0015
Si 0.0007 0.004 -0.0003
Si 0.0006 0.0006 0.003
Si 0.0032 0.0049 0.0016
Si -0.0022 -0.0018 0.0018
Si -0.003 -0.0049 -0.0019
Si 0.0016 -0.0029 -0.001
Si 0.0029 -0.0001 -0.0007
Si 0.0031 0.0034 0.0012
Si -0.0015 -0.0042 0.001
Si -0.0022 -0.0018 -0.0015
Si -0.0025 0.0027 0.0012
Si -0.0068 0.0054 0.0015
Si -0.0021 -0.0003 -0.0044
Si 0.004 0.0003 -0.0026
Si 0.0011 0.0002 0.0006
Si -0.0011 0.008 -0.0009
Si -0.0073 0.0007 0.0017
Si 0.0004 0.0005 -0.0021
Si 0.0029 -0.0001 -0.0017
Si 0.0033 0.0025 0.0004
Si 0.0054 0.0003 0.0002
Si 0.0032 -0.0073 0.0001
Si -0.0066 -0.0043 0.002
Si 0.0086 -0.0032 -0.0002
Si 0.0018 -0.001 0.0007
Si 0.0023 -0.0061 -0.0012
Si -0.0036 -0.0033 -0.0015
Si 0.0003 -0.0007 -0.0002
Si -0.0015 0.0054 -0.0016
Si -0.0043 0.0026 -0.0004
Si 0.0001 -0.0008 0.0009
Si 0.0021 -0.0009 0.0001
Si -0.0012 0.0022 0.0024
Si -0.0032 -0.0015 0.0019
Si -0.0048 -0.0016 -0.0007
Si 0.0041 0.0046 -0.0019
Si 0.0066 0.0014 -0.0022
Si -0.0028 -0.005 -0.0026
Si 0.001 0.0006 0.0002
Si -0.006 -0.0085 0.0022
Si 0.0101 0.0133 -0.0024
Si -0.0003 0.0014 0.0009
Si -0.002 -0.0017 -0.0035
Si -0.0048 -0.0011 -0.0021
Si -0.005 0.0009 -0.0006
Si 0.0021 0.0045 -0.0005
Si 0.0019 -0.0023 -0.001
Si 0.0045 0.0024 0.0034
Si 0.0001 0.0011 -0.0003
Si -0.0042 -0.0004 0.0016
Si -0.0058 -0.0061 0.0003
Si -0.001 -0.0025 -0.0012
Si -0.0002 -0.0118 -0.0007
Si 0.004 0.0006 -0.0003
Si 0.0002 -0.0026 0.0013
Si -0.0029 -0.0009 0.0021
Si -0.0051 -0.0014 0.0015
Si -0.0018 0.0016 -0.0002
Si -0.0038 0.0008 -0.0018
Si 0.005 0.0042 -0.0025
Si 0.002 0.0047 -0.0014
Si 0.0043 0.0051 0.0006
Si 0.0035 0.0016 -0.0001
Si 0.0008 -0.0017 0.0019
Si 0.0072 0.0031 -0.0031
Si -0.0056 -0.0131 -0.0028
Si -0.0047 -0.0017 -0.0031
Si -0.0055 0.0025 -0.0014
Si 0.0023 0 -0.0039
Si 0.0056 0.0024 -0.0018
Si 0.005 0.0052 0.0041
Si -0.0005 -0.0169 -0.0046
Si -0.0049 -0.0009 -0.0023
Si -0.0008 0.0027 0.0025
Si 0.0037 -0.0006 0.0054
Si 0.0028 0.0043 0.002
Si -0.0063 -0.0038 -0.0029
Si -0.0026 0.0035 0.0008
Si 0.0007 0.0027 -0.0004
Si 0.0014 -0.0006 0.0003
Si 0.0047 -0.0004 0.0018
Si 0.0041 -0.0041 -0.0003
Si -0.0058 0.005 -0.004
Si 0.0002 -0.006 0.0013
Si -0.0025 0.0015 -0.0014
Si 0.001 -0.0044 -0.0031
Si 0.004 0.0032 -0.0022
Si -0.0001 0.0029 -0.0012
Si -0.001 0.0043 -0.0045
Si 0.0068 -0.0033 -0.0038
Si -0.0022 0.0017 -0.0036
Si 0.0034 -0.0024 -0.0006
Si 0.0003 0.0045 -0.0015
Si 0.0019 -0.004 -0.0014
Si -0.001 -0.0028 -0.0015
Si -0.0063 0.0054 0.0018
Si -0.0044 -0.0014 0.0015
Si 0.0125 -0.0029 0.0014
Si -0.0081 -0.0013 0.0014
Si 0.0081 -0.0073 -0.0045
Si -0.009 0.0003 0.0031
Si -0.0007 0.0122 -0.0017
Si -0.0004 0.0053 -0.0014
Si -0.0035 -0.0026 -0.0021
Si 0.0003 -0.0054 -0.0055
Si -0.0076 0 0.0053
Si 0.0056 0.0226 -0.0046
Si -0.0014 0.0073 -0.0067
Si -0.0018 -0.0033 -0.0059
Si -0.0077 -0.0077 -0.0086
Si -0.0067 -0.0007 -0.003
Si 0.0085 0.0002 -0.0049
Si 0 -0.0002 0.0016
Si 0.0071 0.0019 0.0004
Si -0.002 -0.0089 -0.0056
Si -0.0058 0.0017 -0.0013
Si -0.004 0.0002 -0.0076
Si -0.0005 -0.0007 -0.0062
Si 0.001 -0.0093 -0.003
Si 0.0014 0.0167 -0.0001
Si 0.0011 0.0122 0.0009
Si 0.0005 -0.0041 0.0044
Si -0.0067 -0.0099 -0.0018
Si 0.0015 0.003 -0.001
Si -0.0084 -0.0116 -0.0048
Si -0.0129 -0.0019 -0.0109
Si 0.0008 -0.0033 -0.0066
Si 0.0102 0.0045 -0.0024
Si 0.0023 0.0039 0.0058
Si 0.0007 0.0013 0.0023
Si 0.0025 0.0007 -0.0024
Si 0.0116 -0.0077 -0.0036
Si 0.009 0.0026 -0.0012
Si -0.0061 0.0016 -0.0085
Si 0.0002 -0.0004 0.0021
Si 0.0021 0.0063 -0.0042
Si 0 0.0017 -0.0054
Si -0.0009 -0.0044 -0.0079
Si -0.0114 -0.0006 0.0001
Si -0.0014 -0.0019 0.0008
Si 0.0054 -0.0027 -0.0056
Si -0.001 -0.0063 -0.0027
Si -0.0038 -0.001 -0.0188
Si 0.0015 0.0006 -0.0025
Si 0.0073 -0.004 -0.0017
Si 0.009 -0.0054 0.0104
Si 0.0051 -0.0051 0.0078
Si -0.0035 -0.0028 -0.0043
Si 0.0047 -0.0005 -0.0017
Si -0.009 0.0168 -0.001
Si -0.0045 0.0095 0.0025
Si 0.0054 -0.0011 -0.0032
Si -0.0054 0.0115 -0.0113
Si 0.0097 -0.0036 -0.0014
Si -0.0075 0.0071 -0.0035
Si 0.0133 -0.0195 -0.0045
Si 0.0114 -0.0138 0.0005
Si -0.0144 0.0151 -0.0071
Si -0.0021 0.0035 -0.0057
Si -0.0075 -0.0024 -0.008
Si 0.0123 -0.0183 -0.0007
Si 0.0146 0.0055 -0.0153
Si -0.0012 -0.0031 -0.0067
Si 0.0015 -0.0053 -0.0025
Si -0.003 -0.0025 -0.0058
Si 0.0005 0.0127 -0.0023
Si 0.0046 0.0048 -0.0074
Si -0.0126 0.0139 0.0046
Si -0.0194 0.0129 0.0034
Si 0.0255 -0.0216 -0.0135
Si 0.0005 -0.0105 0.0007
Si 0.0073 0.0024 -0.0049
Si -0.0305 0.0163 0.0079
Si 0.0066 -0.0123 -0.0045
Si 0.0101 -0.0124 -0.01
Si -0.0186 0.0105 0.0021
Si -0.0048 0.0073 -0.0038
Si -0.0162 0.0129 0.0087
Si 0.02 0.0232 -0.0062
Si -0.0076 -0.0263 -0.0022
Si -0.0132 0.0004 0.0021
Si -0.0069 0.0004 0.0015
Si -0.0023 -0.0118 0.0023
Si -0.0012 0.0001 0.0005
Si 0.0013 0.0059 0.0067
Si 0.0013 0.0029 0.0042
Si 0.0032 -0.0025 0.0027
Si -0.0049 -0.0107 -0.0009
Si 0.0062 -0.0003 -0.0058
Si -0.0048 -0.0122 -0.0022
Si 0.0001 -0.0036 0.0042
Si 0.0019 0.0085 0.0045
Si -0.005 -0.0063 0.0095
Si 0.0047 -0.007 0.0117
Si 0.0003 -0.0014 -0.0028
Si -0.0085 -0.0008 -0.0017
Si 0.0048 0.0055 -0.0039
Si 0.0043 0.0132 0.0014
Si -0.0055 0.0072 0.0009
Si 0.0079 0.0048 0.0146
Si -0.0013 -0.0018 0.0055
Si -0.0024 0.0027 0.006
Si -0.0028 -0.0071 -0.0028
Si 0.0003 -0.0085 0.0082
Si -0.0036 -0.0101 -0.0097
Si 0.0024 0.0109 0.0075
Si 0.0003 0.0049 0.0051
Si 0.0238 0.0197 0.0082
Si 0.0089 -0.0041 -0.0025
Si 0.0001 0.004 0.0111
Si 0.0106 0.0014 0.0055
Si -0.009 -0.0075 0.0007
Si -0.0127 -0.0012 -0.0026
Si 0.0005 -0.0162 0.0158
O 0.059 -0.0193 0.0328
O 0.0825 0.0136 0.5696
O -0.2214 0.4719 0.2858
O 0.1282 0.124 0.4366
O 0.1684 0.0049 0.4836
O 0.3727 0.3979 0.2834
O -0.479 -0.1334 -0.4464
O -0.2584 0.0923 0.2823
O -0.5304 0.1748 0.3693
O 0.4246 0.2108 0.2107
O -0.1649 -0.0695 -0.0483
O 0.0836 0.0158 0.1483
O 0.0895 0.0181 -0.3099
O 0.2437 -0.1625 -0.4437
O 0.1847 -0.0955 -0.1427
O -0.0434 -0.3148 0.2504
O -0.0244 -0.0258 0.2722
O -0.3082 -0.1925 0.1632
O 0.1168 -0.1881 -0.299
O -0.1789 -0.0304 -0.5356
O -0.1448 0.1174 0.4653
O 0.2483 0.0688 0.1948
O 0.438 0.1316 0.2467
O 0.3429 0.4743 -0.2356
O -0.0105 0.3964 0.2059
O 0.4838 -0.2142 -0.4196
O -0.2554 0.0832 0.4678
O 0.0411 -0.1179 0.3526
O 0.0896 0.1581 0.0164
O 0.3603 -0.6129 -0.0866
O -0.0797 0.1302 -0.0742
O -0.0634 -0.45 0.2747
O -0.3517 -0.0125 -0.1095
O 0.198 -0.3699 -0.2123
O -0.5512 0.0162 0.4442
O -0.2706 -0.1124 0.247
O -0.1367 -0.0898 0.5234
O 0.0147 0.1394 0.4022
O -0.1525 -0.1177 -0.4952
O 0.2336 0.0685 0.5121
O 0.5064 0.3436 -0.0188
O -0.1941 -0.0165 0.1994
O -0.2214 0.0251 -0.5578
O -0.1405 0.2984 0.0817
O 0.235 -0.5494 0.1171
O 0.1345 -0.0269 -0.3891
O -0.4927 -0.0475 0.3145
O 0.3303 -0.1597 -0.4194
O 0.3929 -0.2213 -0.3808
O -0.092 -0.4322 -0.3503
O 0.51 0.2028 -0.6433
O 0.2597 0.2361 -0.3512
O 0.1455 -0.4329 -0.3493
O -0.3229 0.0773 0.295
O 0.1532 -0.0421 -0.2755
O 0.0637 -0.2289 -0.0023
O -0.1754 0.1179 0.3656
O -0.3668 -0.5236 -0.1305
O -0.5435 -0.4402 0.2153
O -0.3178 -0.1406 0.3111
O 0.2261 0.1888 -0.0937
O -0.3532 0.0987 -0.5025
O -0.7208 -0.099 -0.0799
O 0.0287 0.0924 -0.4544
O 0.4421 0.1188 0.1308
O 0.4811 -0.549 -0.3217
O -0.2516 0.157 -0.5259
O 0.498 -0.4442 -0.0112
O 0.0758 -0.0283 -0.2863
O 0.3146 -0.468 0.2847
O 0.7381 -0.1411 -0.0889
O -0.136 -0.4017 -0.1336
O -0.5065 0.222 0.3713
O 0.0603 -0.1574 -0.1269
O -0.0083 -0.1642 0.4612
O -0.4981 -0.1957 -0.4653
O -0.016 0.4219 -0.3388
O -0.6995 0.2393 0.2383
O 0.0107 -0.308 0.0984
O -0.4732 0.4255 -0.3974
O -0.3654 0.3125 0.1748
O 0.1846 -0.0423 0.0423
O -0.4084 -0.5055 0.1046
O -0.4445 -0.0258 -0.0233
O -0.2597 -0.1881 -0.0707
O -0.4134 -0.0821 -0.37
O 0.0417 -0.1123 0.0607
O 0.0866 -0.7085 0.0352
O 0.1758 0.3243 -0.2585
O 0.1607 -0.0417 -0.3206
O -0.4778 0.0582 0.327
O -0.7169 -0.1192 -0.2118
O 0.3769 -0.3163 -0.2949
O 0.3216 0.2982 0.3164
O -0.4352 -0.088 -0.5097
O 0.6832 0.0712 -0.044
O -0.2801 -0.0483 -0.0664
O 0.4209 -0.0438 0.1445
O -0.0031 -0.2259 0.4624
O -0.4037 -0.2893 0.0897
O -0.0145 0.3254 -0.4717
O -0.2938 0.2638 0.2753
O -0.1766 0.0422 -0.1688
O -0.2684 -0.0554 -0.362
O -0.3722 0.0489 0.0353
O -0.2144 -0.4675 -0.2573
O 0.1945 0.2688 -0.0223
O -0.1695 0.2787 0.2861
O 0.2551 0.1005 -0.154
O 0.1387 0.1195 0.2599
O 0.1387 0.1127 -0.1554
O 0.4303 0.3026 -0.1127
O -0.1965 0.0395 -0.4089
O 0.0191 -0.1619 0.198
O -0.127 -0.2953 -0.3003
O 0.341 -0.1663 0.1309
O -0.4743 0.3903 -0.1228
O -0.538 0.248 -0.0155
O -0.2164 0.1606 0.5205
O -0.5273 -0.2624 0.0544
O -0.0841 0.1294 0.5593
O -0.076 0.0321 -0.6867
O 0.3237 -0.0016 0.3809
O 0.2883 0.1271 0.0141
O 0.2621 0.2031 -0.1759
O 0.2597 0.2909 -0.0649
O -0.0574 0.2825 0.0272
O -0.0975 0.2192 -0.028
O 0.4179 -0.5728 -0.1279
O -0.4393 -0.2803 0.1628
O 0.1802 0.0854 0.3183
O 0.3313 0.3272 -0.1386
O -0.2242 0.0952 0.2571
O 0.4213 0.2978 -0.277
O 0.0266 -0.0509 0.0333
O 0.0853 -0.1748 0.2691
O -0.2729 -0.3676 0.1817
O 0.2523 0.0982 -0.4137
O 0.1586 0.0146 0.4402
O -0.3527 -0.0613 0.4547
O 0.2777 0.247 -0.3127
O 0.0614 -0.4284 0.2665
O -0.6876 0.2224 -0.0949
O -0.3282 0.0839 0.4136
O 0.29 -0.1248 -0.3955
O -0.3294 0.5472 0.0505
O 0.2736 -0.1622 0.3135
O -0.3087 -0.4679 -0.4287
O -0.0943 0.022 -0.3075
O -0.4068 -0.2357 0.0767
O 0.0057 0.4338 0.1107
O -0.1673 -0.237 0.0333
O -0.2562 -0.065 -0.2499
O -0.2729 -0.0726 -0.2597
O -0.3643 -0.2498 0.0106
O 0.0124 -0.4802 0.3265
O 0.2719 -0.2777 -0.2371
O 0.1451 0.6576 -0.0429
O 0.22 0.1619 -0.3793
O 0.0623 0.2141 -0.2852
O -0.1128 -0.1024 -0.5366
O 0.2758 -0.2172 -0.6198
O 0.3194 0.3885 0.3045
O -0.1768 0.1956 -0.3561
O 0.2449 0.0428 0.287
O -0.0874 -0.3383 -0.22
O -0.1087 -0.4281 0.103
O 0.267 -0.0117 0.3309
O -0.0428 0.4143 0.0786
O 0.2258 0.4203 0.4197
O -0.2668 -0.0298 -0.1407
O -0.1072 -0.0818 -0.2724
O 0.0859 -0.1304 -0.5496
O -0.2274 -0.3481 0.2556
O 0.4651 -0.5176 -0.1367
O 0.2839 -0.4197 0.2682
O 0.5511 0.0967 0.0849
O 0.3887 0.0404 -0.3875
O -0.1962 0.3882 0.21
O 0.4431 -0.3775 -0.1689
O 0.5311 0.4162 0.4339
O 0.5192 0.0377 0.2359
O 0.0862 0.1944 0.2434
O 0.288 -0.1376 -0.1114
O -0.4893 -0.2697 -0.4569
O -0.0914 0.2079 -0.127
O -0.3947 0.1654 0.1064
O -0.2315 -0.5636 0.0418
O -0.0751 -0.2891 -0.461
O 0.0327 0.0467 0.5136
O -0.1645 -0.0198 0.0378
O 0.4042 -0.0277 0.1915
O 0.2021 0.2891 -0.3715
O -0.1679 0.0447 0.3076
O -0.4277 0.5762 0.0994
O 0.4243 -0.3387 -0.2055
O -0.0321 -0.6045 0.0491
O -0.0796 -0.1722 0.5541
O -0.0058 -0.2195 0.0534
O 0.1694 0.1358 0.0139
O -0.2045 0.0471 0.6763
O 0.1707 -0.2137 -0.1444
O 0.0043 0.0506 -0.433
O 0.2458 -0.4197 -0.0156
O 0.2553 -0.4238 -0.3671
O -0.512 -0.0018 -0.0923
O 0.1415 0.3502 -0.1595
O -0.178 0.0818 0.0112
O 0.0537 0.145 -0.1043
O 0.3044 0.2181 0.1236
O -0.0336 0.5859 0.1928
O 0.1173 -0.0442 -0.5104
O 0.2869 -0.1315 -0.5236
O -0.1671 0.1771 0.0106
O 0.2046 -0.035 -0.381
O -0.511 0.1826 0.2693
O -0.0253 0.4466 0.2624
O 0.0897 0.4666 -0.465
O -0.1141 -0.2941 0.0281
O -0.3489 0.437 -0.2485
O 0.3014 -0.5174 0.0117
O -0.3364 -0.3 0.2442
O 0.1749 -0.5751 0.2217
O -0.0929 -0.2097 -0.133
O 0.288 -0.0889 -0.4396
O -0.0486 0.2923 -0.3934
O 0.1392 0.3247 0.1128
O 0.0106 0.0943 0.1429
O 0.1232 -0.226 0.398
O 0.3046 0.6107 0.2122
O 0.1195 -0.1608 -0.4228
O -0.0609 -0.2305 0.3482
O 0.0519 -0.005 0.4822
O 0.0343 -0.2873 0.094
O 0.4902 0.5445 0.0974
O -0.3871 0.0986 0.3026
O 0.2369 -0.0362 -0.4663
O 0.565 -0.0904 0.2127
O -0.1761 -0.1191 -0.2852
O -0.0756 0.1708 -0.6407
O -0.4085 0.0014 0.1306
O -0.5545 -0.0268 -0.0112
O 0.0191 -0.0279 -0.6584
O 0.0372 -0.1148 0.2697
O 0.1414 -0.3566 -0.0676
O -0.1008 0.2557 -0.1963
O -0.1298 0.4137 0.3093
O -0.0142 0.4442 -0.1573
O -0.3828 0.1225 -0.1216
O 0.1301 0.0061 0.0001
O -0.4998 -0.1567 0.3011
O 0.2456 0.2244 -0.1485
O -0.3083 0.1168 0.4673
O -0.0322 0.3561 -0.166
O 0.3333 0.1528 -0.1049
O 0.6078 0.3383 0.0831
O -0.384 -0.3587 0.1944
O -0.0268 0.1282 0.6792
O -0.2449 -0.3394 0.3103
O -0.0385 -0.4209 0.0945
O -0.1086 -0.3666 0.3341
O 0.3035 -0.4092 0.1489
O -0.0011 -0.0827 0.3658
O -0.1399 0.6415 0.0398
O -0.0613 0.2444 -0.0973
O 0.2819 -0.5703 0.0178
O 0.7878 -0.0723 0.2093
O -0.301 0.1053 0.5118
O 0.2322 0.0565 0.5359
O -0.0631 -0.3742 -0.0814
O -0.4433 0.1336 -0.2002
O -0.2832 -0.407 0.0684
O 0.2333 -0.4757 -0.5922
O -0.0647 0.0271 0.265
O -0.5116 -0.0785 -0.0959
O -0.1008 -0.1702 0.0569
O -0.1903 -0.2736 0.4927
O -0.3634 0.2338 0.5217
O -0.1775 0.3305 -0.1298
O -0.0302 -0.0828 0.2368
O 0.0261 -0.3419 -0.6109
O -0.0138 -0.1305 0.2005
O 0.1675 0.1071 -0.4155
O 0.483 -0.2434 0.3695
O -0.1472 0.156 -0.1034
O 0.31 0.437 -0.2292
O 0.4537 -0.0609 0.0285
O -0.1376 0.7557 -0.413
